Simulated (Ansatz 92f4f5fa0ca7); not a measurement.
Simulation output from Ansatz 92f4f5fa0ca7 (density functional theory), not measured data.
Periodic cell of 212 atoms, Si132O80, from a study of silicon, its oxide and their interface. The atomic structure is a simulated model.
Doubt: the cutoff is far below the 930 eV that the study's wrapper takes by default for these files, so forces and energies are approximate.

Settings
functional: PBE
potential files: Ansatz PAW
basis: plane waves
wave-function cutoff: 580 eV
density cutoff ratio: 5
exchange-correlation grid ratio: 1
k mesh: 1 x 1 x 1, Gamma-centred
self-consistency stop: 5e-08 eV per atom in the density residual
occupations: fixed
spin: none
net charge: 0

Cell vectors (angstrom)
a, 10.938, 0, 0
b, 0, 10.938, 0
c, 0, 0, 31.1575

Atoms and the computed forces on them: element, x, y, z (angstrom), force x, y, z (eV/angstrom)
Si, -0.4884, 0.2989, 23.7943, 0.0107, 0.0103, -0.0024
Si, 6.1536, -0.4364, 23.5694, 0.0008, -0.0001, -0.0085
Si, 2.2474, 3.2475, 23.8644, -0.0085, 0.0189, -0.0014
Si, 8.8155, 2.1612, 23.8966, 0.0026, -0.001, -0.0182
Si, 0.4371, 4.8628, 23.9825, 0.0193, -0.0258, -0.016
Si, 5.096, 5.9967, 23.6319, 0.0051, 0.0108, 0.0002
Si, 3.3244, 7.7247, 23.7549, -0.0132, -0.0307, -0.0195
Si, 7.9136, 8.745, 23.7574, -0.0077, -0.0118, -0.0063
Si, 1.3741, 1.3114, 24.9136, -0.0084, -0.011, 0.0071
Si, 6.9139, 1.3034, 24.9907, -0.0103, 0.0074, 0.0153
Si, 4.1496, 4.175, 24.915, -0.0062, -0.0012, 0.008
Si, 9.6017, 3.9805, 25.166, -0.0116, 0.0032, 0.0199
Si, 1.45, 6.7966, 24.9517, 0.0029, 0.0207, 0.0267
Si, 6.8779, 6.9037, 24.9062, 0.0029, -0.0025, 0.0022
Si, 4.2837, 9.5688, 24.8651, 0.0059, 0.0246, 0.018
Si, 9.5403, 9.6155, 25.2056, 0.0038, 0.001, 0.0033
Si, 2.8014, -0.0445, 26.2666, -0.0003, 0.0007, -0.0058
Si, 8.1749, 0.0225, 26.4972, -0.0004, -0.0002, -0.0162
Si, 0.0751, 2.6343, 26.4465, 0.0144, 0.0136, -0.0264
Si, 5.4866, 2.7302, 26.2883, 0.0035, -0.0031, -0.0055
Si, 2.7687, 5.4505, 26.3935, 0.0088, 0.0095, -0.0333
Si, 8.19, 5.4771, 26.3327, 0.0001, -0.0012, -0.0047
Si, 0.0489, 8.1618, 26.3489, 0.0021, -0.006, -0.0103
Si, 5.52, 8.2029, 26.3714, -0.0006, -0.0068, -0.0144
Si, 4.1018, 1.3673, 27.7393, 0.0422, 0.0066, -0.6572
Si, 9.5708, 1.3673, 27.7393, 0.0958, -0.0222, 0.8717
Si, 1.3673, 4.1018, 27.7393, 0.306, -0.1846, 0.2593
Si, 6.8362, 4.1018, 27.7393, -0.1063, 0.0007, -0.4002
Si, 4.1018, 6.8362, 27.7393, 0.1517, 0.1548, 0.0566
Si, 9.5708, 6.8362, 27.7393, 0.0745, -0.1022, -0.3009
Si, 1.3673, 9.5708, 27.7393, 0.3516, -0.0426, -0.4734
Si, 6.8362, 9.5708, 27.7393, -0.2066, -0.1799, 0.69
Si, 0, 0, 29.1065, -0.1206, 0.0587, 0.0279
Si, 5.469, 0, 29.1065, -0.0004, -0.0925, 0.0296
Si, 2.7345, 2.7345, 29.1065, -0.0245, 0.1033, 0.0268
Si, 8.2035, 2.7345, 29.1065, 0.1426, 0.0444, 0.0215
Si, 0, 5.469, 29.1065, -0.072, -0.0472, -0.0146
Si, 5.469, 5.469, 29.1065, -0.043, 0.0315, 0.002
Si, 2.7345, 8.2035, 29.1065, 0.0619, 0.0649, 0.0099
Si, 8.2035, 8.2035, 29.1065, -0.0401, 0.0955, 0.0136
Si, 1.3673, 1.3673, 30.4738, 0.0252, -0.0519, -0.0019
Si, 6.8362, 1.3673, 30.4738, -0.0198, 0.0361, -0.0468
Si, 4.1018, 4.1018, 30.4738, 0.0398, -0.037, 0.0129
Si, 9.5708, 4.1018, 30.4738, -0.0139, 0.0124, -0.0109
Si, 1.3673, 6.8362, 30.4738, 0.0094, -0.0064, -0.0412
Si, 6.8362, 6.8362, 30.4738, 0.0646, -0.0569, -0.0049
Si, 4.1018, 9.5708, 30.4738, -0.0601, 0.0137, -0.0162
Si, 9.5708, 9.5708, 30.4738, 0.0881, -0.0952, 0.0023
Si, 2.7345, 0, 0.6835, 0.0387, -0.0184, 0.032
Si, 8.2035, 0, 0.6835, -0.0556, 0.0601, 0.0053
Si, 0, 2.7345, 0.6835, -0.0659, 0.0315, -0.0114
Si, 5.469, 2.7345, 0.6835, 0.047, -0.0301, 0.0202
Si, 2.7345, 5.469, 0.6835, -0.0383, 0.023, 0.0137
Si, 8.2035, 5.469, 0.6835, 0.0256, 0.0159, 0.0401
Si, 0, 8.2035, 0.6835, -0.012, -0.0073, 0.0257
Si, 5.469, 8.2035, 0.6835, -0.0711, 0.111, -0.02
Si, 4.1018, 1.3673, 2.0507, -0.0248, 0.0295, -0.0286
Si, 9.5708, 1.3673, 2.0507, 0.1498, 0.0186, -0.0248
Si, 1.3673, 4.1018, 2.0507, 0.0115, -0.0428, 0.0154
Si, 6.8362, 4.1018, 2.0507, -0.0416, -0.0059, 0.0029
Si, 4.1018, 6.8362, 2.0507, 0.0845, -0.0259, -0.0237
Si, 9.5708, 6.8362, 2.0507, -0.018, 0.0266, 0.005
Si, 1.3673, 9.5708, 2.0507, -0.1236, -0.0868, 0.0012
Si, 6.8362, 9.5708, 2.0507, 0.063, -0.1394, -0.046
Si, 0, 0, 3.418, -0.1301, 0.1338, -0.4029
Si, 5.469, 0, 3.418, -0.1428, 0.2369, 0.5659
Si, 2.7345, 2.7345, 3.418, 0.1666, -0.1474, -0.2504
Si, 8.2035, 2.7345, 3.418, 0.0521, 0.0585, 0.5563
Si, 0, 5.469, 3.418, -0.0498, -0.0364, 0.2559
Si, 5.469, 5.469, 3.418, -0.1451, 0.0118, -0.4155
Si, 2.7345, 8.2035, 3.418, -0.1384, -0.0776, 0.4336
Si, 8.2035, 8.2035, 3.418, -0.2676, 0.1657, -0.7852
Si, 1.3754, 1.3517, 4.7525, 0.0252, 0.008, 0.0231
Si, 6.8027, 1.4248, 4.8669, -0.0087, 0.0007, 0.0162
Si, 4.0822, 4.1264, 4.7584, -0.0257, -0.0062, 0.012
Si, 9.5896, 4.1153, 4.8506, -0.0339, -0.0259, 0.0041
Si, 1.3484, 6.8102, 4.8368, -0.0045, 0.0125, -0.0137
Si, 6.8126, 6.8696, 4.7098, 0.0009, -0.0456, 0.0132
Si, 4.0449, 9.6024, 4.8369, 0.0165, 0.0003, 0.0149
Si, 9.4603, 9.6503, 4.6988, 0.0561, 0.0181, 0.0005
Si, 2.6749, 0.0318, 6.2587, -0.0005, -0.0281, -0.031
Si, 8.1313, -0.0109, 6.2207, -0.0292, 0.0352, -0.0298
Si, 0.0641, 2.6951, 6.1732, -0.0042, 0.0105, -0.0136
Si, 5.4763, 2.9002, 6.2317, 0.0489, -0.0254, -0.083
Si, 2.6581, 5.3331, 6.2218, 0.0265, 0.0015, 0.0055
Si, 8.1888, 5.5826, 6.1352, 0.115, 0.0975, -0.0423
Si, -0.1162, 8.283, 6.0009, -0.0486, -0.006, -0.0103
Si, 5.3948, 8.1451, 6.1016, -0.0776, 0.0344, -0.0009
Si, 3.767, 1.8026, 7.4142, -0.0006, -0.0115, 0.0396
Si, 10.011, 0.925, 7.3319, 0.0122, -0.0134, 0.035
Si, 1.8653, 3.4436, 7.5585, -0.0375, -0.0028, -0.0154
Si, 6.3619, 4.8812, 7.3885, 0.0172, 0.0194, 0.504
Si, 4.4341, 6.3554, 7.3357, -0.0196, 0.0635, 0.02
Si, 8.9521, 7.5372, 7.2608, -0.0192, 0.0278, -0.0127
Si, 0.6906, 10.0475, 7.2913, 0.007, -0.002, 0.0766
Si, 7.0926, 9.104, 7.3875, 0.031, -0.0567, -0.0248
O, 0.5523, 9.3414, 8.82, -0.0113, 0.0084, -0.0381
O, 1.3212, 3.6188, 9.1142, -0.0049, 0.0176, 0.019
O, 9.7548, 1.3521, 8.9297, -0.007, -0.0121, -0.0144
O, 6.5751, 9.2108, 8.9708, -0.0174, 0.0222, -0.0015
O, 4.5279, 1.2062, 8.7771, -0.0282, 0.006, -0.0282
O, 3.8682, 6.6664, 8.869, -0.0066, -0.0167, -0.027
O, 6.8632, 5.2446, 8.99, -0.1976, -0.1682, -0.4035
O, 9.2481, 7.5422, 8.9525, 0.5636, 0.3823, 0.064
O, 2.2828, 3.2254, 22.1679, 0.0018, -0.0021, -0.0065
O, 6.0201, 11.0753, 21.9915, -0.001, 0.0006, -0.0017
O, 8.4487, 2.6833, 22.3749, 0.0024, -0.0039, 0.0045
O, 0.0264, 4.6745, 22.3434, -0.0062, 0.0051, -0.0022
O, 8.7281, 8.4657, 22.3132, 0.0035, 0.0037, 0.0028
O, 2.8885, 8.1909, 22.2095, -0.0001, 0.0002, 0.003
O, 5.647, 5.7023, 22.0776, -0.0019, 0, -0.0115
O, 10.5894, 10.4426, 22.3105, -0.0035, -0.0057, -0.0017
Si, 1.3561, 4.3649, 21.4136, 0.0015, -0.0013, 0.0141
Si, 1.5114, 3.7271, 15.681, -0.0003, -0.0012, -0.0059
Si, 8.7427, 0.6614, 10.0062, 0.0104, 0.0359, -0.0059
Si, 6.2114, 0.8385, 20.5238, -0.0007, 0, 0.0099
Si, 0.3445, 13.3962, 19.3426, -0.0018, 0.0006, 0.0045
Si, 4.053, 6.7921, 10.4842, 0.0345, -0.0185, -0.0219
Si, 10.0914, 9.0461, 21.5881, 0.0002, 0.0035, 0.0062
Si, 3.6381, 7.5854, 18.9959, -0.0046, -0.0014, 0.0039
Si, 8.6248, 5.4668, 19.3927, -0.002, -0.0027, 0.0037
Si, 5.1022, 14.0914, 19.0589, -0.0016, 0.0016, 0.0062
Si, 0.1878, 10.6303, 14.6029, -0.0013, 0.0116, 0.003
Si, 6.027, 9.2883, 10.5163, 0.0109, -0.043, -0.0061
Si, -2.4675, 1.9443, 12.9541, 0.0098, 0.0206, -0.0434
Si, 4.8216, 10.2725, 18.1154, 0, 0.0004, 0.0067
Si, 8.2886, 0.1591, 15.3551, -0.0004, 0.0061, -0.0047
Si, 6.1599, 3.6477, 13.9866, 0.0136, 0.0093, -0.0232
Si, 12.765, 7.394, 21.2527, -0.0011, 0.0004, 0.0092
Si, -3.7561, 8.7156, 16.7019, 0.0033, -0.0037, -0.0008
Si, 0.5197, 2.3409, 13.2199, -0.0224, 0.0083, -0.0168
Si, 5.9354, 6.631, 14.8359, 0.0137, -0.0099, -0.024
Si, 3.1657, 6.3871, 16.2575, -0.0018, -0.0033, 0.0021
Si, 7.0107, 13.413, 16.5483, -0.0029, 0.0016, -0.0032
Si, 1.4454, 3.7528, 10.7338, -0.0025, -0.0309, 0.0193
Si, 8.1507, 5.5254, 9.9572, -0.5249, 0.1703, 0.3282
Si, 1.0667, 6.7914, 11.5407, 0.0058, 0.0008, 0.0321
Si, 7.5069, 7.5756, 12.3643, 0.0365, -0.2144, -0.1908
Si, 8.8067, 2.5159, 20.808, -0.0023, 0.0007, 0.0096
Si, 2.7711, 12.7166, 17.7679, -0.0024, 0.0039, 0.0028
Si, 5.6953, 5.9042, 20.4562, -0.002, -0.0035, 0.0123
Si, 5.6584, 1.2232, 9.955, 0.0428, 0.0324, 0.0217
Si, 4.5443, 3.8211, 11.4509, -0.002, 0.0295, -0.0089
Si, -0.5621, 7.9328, 13.7217, -0.0525, -0.0306, -0.0152
Si, -0.7029, 8.7353, 9.6878, -0.1627, -0.126, -0.2138
Si, -1.2716, 3.8402, 17.0652, -0.0011, -0.0036, 0.0011
Si, 0.6111, 8.3371, 16.3131, -0.0044, -0.0009, -0.0011
Si, -1.3429, 8.2308, 18.7934, -0.0014, 0.002, 0.0038
O, 4.818, 3.6771, 13.0592, 0.0093, -0.0001, 0.0057
O, 9.2536, -0.933, 10.0873, 0.0152, 0.0514, -0.0221
O, 1.9609, 7.4603, 16.2327, -0.0025, 0.0012, -0.0005
O, 1.3895, 3.4264, 14.0797, 0.0063, 0.0015, 0.0085
O, 8.1896, 8.4919, 17.9775, -0.0033, 0.0029, -0.0038
O, 5.0798, 4.6219, 19.6995, 0.0017, 0.0009, -0.0007
O, 0.9063, 5.2129, 11.2054, -0.0012, 0.0305, -0.0336
O, 2.1396, 5.7943, 21.4557, -0.0019, 0.0039, -0.0002
O, 0.0261, 4.2561, 16.1695, -0.0031, 0.0009, 0.0018
O, 4.7557, 5.4071, 11.0437, -0.0441, -0.0085, 0.0166
O, -1.3095, 6.7615, 19.5583, -0.0007, 0.0014, -0.0023
O, 6.2826, 7.3854, 13.4283, 0.0072, 0.0052, 0.009
O, 3.667, 3.0145, 18.3263, -0.0019, -0.0034, -0.002
O, 5.8329, 9.5782, 17.0423, -0.0007, 0.0009, -0.0024
O, 8.9314, 7.5163, 13.1292, 0.0147, 0.0276, 0.0298
O, 5.5003, 2.6814, 10.7121, -0.0121, -0.0271, 0.0061
O, 11.2755, 7.9039, 21.6772, 0.0004, -0.0004, -0.0031
O, 6.3201, 13.8589, 17.9627, 0.0002, -0.0013, -0.0004
O, -3.7133, 8.9917, 11.5988, -0.0085, -0.0042, 0.0123
O, 0.7247, 2.5725, 11.6155, 0.0059, 0.002, -0.0001
O, 7.4699, 11.843, 16.5679, -0.0016, 0.0004, 0.0021
O, -0.6831, 2.7251, 18.1049, -0.0023, 0.0023, -0.0039
O, 5.9719, 2.6802, 15.296, -0.0015, -0.0045, 0.0079
O, 10.3154, 1.8975, 20.5443, 0.0008, 0.0009, -0.0029
O, 4.8091, 7.2168, 20.0734, -0.0003, 0.0001, -0.0025
O, 5.3995, -0.1557, 10.828, -0.0023, -0.0008, 0.0029
O, 5.2227, 2.1266, 20.3292, -0.0006, 0.0001, -0.0031
O, 9.904, 11.2895, 15.4828, -0.0004, -0.0036, -0.001
O, -3.0677, 11.6735, 13.8862, 0, -0.0027, 0.0119
O, 3.7777, 6.5121, 17.7707, -0.0024, 0.0012, -0.0024
O, 9.4051, 4.6646, 9.884, 0.2889, -0.1921, -0.0013
O, 7.5825, 6.3986, 11.2065, 0.0152, -0.0208, 0.0148
O, 0.997, 14.8124, 19.9005, -0.0023, -0.0025, -0.0049
O, 3.8354, 11.4759, 17.542, -0.0001, -0.0015, -0.0003
O, -3.0035, 9.5168, 15.4893, -0.0032, 0.0012, 0.0066
O, 2.1498, 7.608, 19.6776, 0.0049, 0.0014, -0.0043
O, 7.3866, 3.1636, 13.0102, -0.0234, -0.009, 0.0234
O, 8.4171, 3.2458, 16.2, 0.0046, 0.0009, 0.0033
O, -1.9954, 16.0233, 17.8337, 0.0007, -0.0003, -0.0022
O, 0.6758, 7.0428, 13.1103, 0.0125, 0.0096, -0.0163
O, 8.7541, 4.0488, 20.2105, -0.0011, 0.0022, -0.0014
O, 7.1918, 6.0954, 19.8443, -0.0015, 0.0001, -0.0016
O, -4.1926, 7.2639, 16.1045, 0.0001, 0.0035, 0.0031
O, 3.0177, 3.4898, 11.0823, -0.0103, -0.0054, -0.0048
O, 2.6077, 4.8915, 15.9534, -0.0014, 0.0014, 0.0009
O, 4.3294, 6.7099, 15.1506, -0.0021, -0.0004, -0.0027
O, 10.9569, 7.8501, 10.8354, 0.047, -0.0756, 0.0337
O, 11.9041, 11.783, 13.7499, -0.0022, -0.0075, 0.0025
O, 5.772, 10.7202, 19.3647, -0.0039, -0.0023, -0.0054
O, -0.0611, 8.4076, 17.7916, -0.0005, 0, -0.0031
O, 2.6219, 7.1363, 11.194, -0.0256, -0.0065, 0
O, -0.3459, -1.392, 13.4867, 0.0009, 0.0075, -0.0041
O, 2.0213, 24.2169, 16.4191, -0.0002, -0.0012, 0.0011
O, 7.7335, 1.4054, 20.2441, -0.002, 0.0005, -0.0027
O, 1.5618, 12.4013, 18.8613, 0.0009, -0.0007, -0.0017
O, -4.4805, 5.1083, 14.6294, -0.0183, 0.0141, 0.0148
O, -3.7196, 1.0086, 9.4303, -0.0187, -0.0053, 0.0056
O, 9.7555, 9.325, 20.0087, -0.0013, -0.002, -0.0045
O, -5.9942, 8.1128, 10.7752, -0.0233, 0.0215, 0.003
O, 1.0664, 9.8142, 15.7231, -0.0028, -0.0041, -0.0024
O, -1.0689, 2.537, 13.5316, 0.0045, -0.0079, 0.0057
O, 3.7737, 9.127, 18.5438, 0.0009, 0.0021, -0.0039
O, -0.5234, 7.6695, 15.3347, 0.0027, 0.0005, 0.0019
O, 8.7672, 1.3271, 11.4807, -0.0018, -0.0182, 0.0191

Results
free energy: -129406.832 eV
free energy less fixed offsets of O -568.88, Si -635.61 eV per atom: 4.088 eV

The program warned: the cutoff lies below the one the program advises for these potential files; the exchange-correlation potential is rough where the density is thin.
